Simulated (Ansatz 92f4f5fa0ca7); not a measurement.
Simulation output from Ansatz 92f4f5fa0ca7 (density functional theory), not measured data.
Periodic cell of 252 atoms, Si144O100N8, from a study of silicon, its oxide and their interface. The atomic structure is a simulated model.
This geometry differs little from another in the collection (a relaxation step or a small displacement).

Settings
functional: r2SCAN
potential files: Ansatz PAW
basis: plane waves
wave-function cutoff: 800 eV
density cutoff ratio: 5
exchange-correlation grid ratio: 1
k mesh: 1 x 1 x 1, shifted by 0.5 0.5 0 of a step
self-consistency stop: 1e-10 eV per atom in the density residual
occupations: fixed
spin: none
net charge: 0

Cell vectors (angstrom)
a	10.887	0	0
b	0	10.887	0
c	0	0	35.1919

Atoms: element, x, y, z (angstrom)
Si	-0.5829	0.4594	0.0511
Si	2.2704	2.8607	0.2761
Si	0.1371	5.1849	0.1689
Si	2.801	7.9409	-0.5923
Si	5.6951	-0.2059	-0.181
Si	8.1657	2.6734	0.4615
Si	5.9438	4.8405	0.2461
Si	7.7992	8.3935	0.249
Si	1.12	1.3098	1.497
Si	4.0806	3.9339	1.4052
Si	1.4297	6.8426	1.1538
Si	4.0537	9.396	0.9891
Si	6.692	1.2316	1.4711
Si	9.5407	4.107	1.6244
Si	6.7672	6.696	1.4896
Si	9.3985	9.6201	1.4085
Si	-0.0413	2.7112	2.9481
Si	2.6798	-0.1341	2.5367
Si	0.0148	8.1857	2.5782
Si	2.7514	5.4772	2.6428
Si	5.3645	2.6037	2.8206
Si	8.0865	-0.0204	2.869
Si	5.3239	8.136	2.6496
Si	8.1706	5.4766	2.8925
Si	1.4122	4.12	4.0954
Si	3.9944	1.2223	4.0628
Si	1.3484	9.4891	4.0077
Si	4.0343	6.8104	4.0821
Si	6.7607	4.0406	4.1225
Si	9.448	1.3502	4.2121
Si	6.7209	9.4487	4.092
Si	9.5979	6.8546	4.0907
Si	0.0099	-0.0286	5.4279
Si	2.7321	2.6959	5.4237
Si	0.0381	5.4652	5.4571
Si	2.6771	8.1594	5.4334
Si	5.398	-0.0538	5.4589
Si	8.115	2.7271	5.5266
Si	5.4211	5.4476	5.4394
Si	8.1739	8.1651	5.4317
Si	1.3527	1.3639	6.7802
Si	4.0915	4.0608	6.8006
Si	1.3742	6.8097	6.8349
Si	4.0438	9.4979	6.8109
Si	6.7602	1.3392	6.8316
Si	9.5406	4.0953	6.8037
Si	6.8346	6.7864	6.7822
Si	9.5231	9.5312	6.7988
Si	0.0187	2.729	8.1531
Si	2.7242	0.0315	8.1489
Si	-0.0046	8.1744	8.1563
Si	2.7528	5.4394	8.1698
Si	5.4494	2.7334	8.1913
Si	8.1871	0.0233	8.1674
Si	5.4645	8.158	8.1209
Si	8.1897	5.4434	8.1612
Si	1.3851	4.0805	9.5195
Si	4.0808	1.3848	9.5376
Si	1.3544	9.5638	9.4809
Si	4.168	6.7824	9.5093
Si	6.8398	4.0939	9.5349
Si	9.5506	1.3985	9.5392
Si	6.7986	9.5462	9.4773
Si	9.5558	6.7936	9.5129
Si	0.0342	0.0311	10.8876
Si	2.7585	2.7692	10.9115
Si	0.0425	5.4418	10.8861
Si	2.7896	8.2156	10.7459
Si	5.488	0.0486	10.8705
Si	8.2132	2.7802	10.9138
Si	5.5196	5.4433	10.9419
Si	8.1394	8.1488	10.7881
Si	1.4134	1.4078	12.2592
Si	4.1544	4.0957	12.3161
Si	1.5151	6.8291	12.0893
Si	4.1136	9.5401	12.1563
Si	6.8344	1.4333	12.2553
Si	9.5471	4.1508	12.3171
Si	6.8913	6.8426	12.2828
Si	9.4702	9.5068	12.0974
Si	0.036	2.7647	13.632
Si	2.8963	0.0767	13.5641
Si	0.0613	8.1622	13.2862
Si	2.855	5.5909	13.5983
Si	5.5451	2.7811	13.7482
Si	8.1563	-0.0327	13.5132
Si	5.4427	8.1998	13.5402
Si	8.2572	5.5686	13.7692
Si	1.3298	4.3416	14.7957
Si	4.4215	1.1562	15.0628
Si	1.1838	9.7707	14.5151
Si	4.4318	6.7118	15.0637
Si	6.6671	4.4196	15.0941
Si	9.7533	1.0719	14.7842
Si	6.5656	9.7384	14.8558
Si	10.0897	6.6405	14.8693
Si	0.4377	-3.6669	20.8589
Si	-3.6429	19.7122	17.6851
Si	10.4978	-5.3471	22.9316
Si	0.5769	11.6893	23.7725
Si	0.1888	-2.3004	16.8888
Si	4.5132	4.7721	19.0804
Si	-3.8427	16.7779	26.9318
Si	7.5812	11.779	26.9799
Si	1.3961	2.202	28.7887
Si	7.4489	4.0243	18.0879
Si	-6.8742	4.1329	28.6417
Si	11.5894	-9.5554	18.9673
Si	-3.7475	7.32	21.5915
Si	-2.0612	-4.3775	19.2053
Si	24.043	-4.4564	22.7638
Si	-9.0857	-1.6491	19.2372
Si	-6.3579	11.1902	22.7211
Si	-0.0555	-8.0778	21.4544
Si	6.055	2.8499	23.4159
Si	15.1804	7.7594	18.049
Si	-3.53	-11.3999	21.734
Si	2.6431	2.7393	32.6482
Si	-5.8672	-5.502	21.9989
Si	8.4033	0.8853	24.2002
Si	-1.7058	11.0426	17.5426
Si	2.759	-8.0439	17.1842
Si	-7.7164	0.434	25.429
Si	7.9547	23.5397	30.8725
Si	12.8353	-1.4759	22.2583
Si	12.6633	10.3162	30.2241
Si	7.5056	5.5033	23.7981
Si	8.3655	10.1401	29.364
Si	10.6894	3.0252	31.1313
Si	8.9107	5.4436	30.9091
Si	10.8871	9.5152	28.0912
Si	-2.2684	12.5436	19.8635
Si	5.2441	11.9889	32.0295
Si	6.0423	3.931	31.051
Si	2.9968	9.4179	27.7511
Si	20.528	7.0389	33.296
Si	0.6759	9.5519	32.9917
Si	-6.3681	17.9472	28.527
Si	-5.8871	24.3608	26.3602
Si	6.7918	3.2113	28.4544
Si	15.0374	5.4536	33.0029
Si	10.457	1.0062	26.4837
Si	4.5236	20.5428	30.0677
Si	30.7204	7.3893	28.5599
O	-3.7751	3.7648	34.9375
O	-1.6782	1.6455	34.8317
O	-3.3826	4.6543	31.0037
O	15.1571	0.0715	24.3026
O	1.1948	4.001	34.9729
O	-1.4906	2.1182	31.548
O	14.0005	20.5432	30.8605
O	3.3974	6.8637	33.4435
O	5.369	0.4953	33.5505
O	19.7739	6.6595	31.943
O	20.8455	-0.5122	29.1258
O	10.6969	8.2025	32.9908
O	-2.687	6.9792	27.1961
O	5.3439	5.4112	34.0635
O	10.8747	10.739	33.8425
O	6.7857	9.4806	34.7336
O	2.2031	3.8874	16.0906
O	0.1661	5.3817	15.2635
O	10.1077	-3.4543	16.3076
O	5.5197	-0.0136	15.4804
O	1.4337	8.9545	15.9136
O	7.1902	8.7936	16.0556
O	8.1695	-2.3597	29.4547
O	16.2531	-0.1657	30.9634
O	-18.3039	7.8819	27.6117
O	7.6377	11.4273	20.5357
O	9.0799	1.1905	16.2852
N	5.4503	3.6329	29.4603
O	3.7636	12.6746	16.4345
O	1.4391	12.95	17.7165
O	-0.747	-1.0325	17.1107
O	8.29	-3.1168	18.3307
O	11.7917	8.29	18.2798
O	-7.5685	8.8362	18.7908
O	16.4715	-4.0503	21.4795
O	0.7576	10.1038	31.4667
O	0.1542	10.9719	14.9144
O	0.856	13.2929	20.1767
O	-2.9328	-4.5064	20.5614
O	4.0163	-3.3824	16.4491
O	5.817	-11.3981	22.2199
O	11.6959	-0.6645	23.1021
O	3.6964	5.6804	22.9262
O	-3.5686	3.8074	16.4758
O	5.5091	5.5313	15.5056
O	5.7235	6.5812	27.5657
O	2.7937	10.004	26.2713
O	4.5084	4.5513	20.6943
O	15.0618	-0.6644	28.5692
O	-1.5886	-8.4661	21.1073
O	-11.44	-3.904	22.156
O	-7.6913	-0.3881	22.0112
N	-15.4819	4.516	22.8916
O	7.5479	13.0804	23.6486
O	21.6629	4.3565	21.8511
O	16.6643	-2.4709	18.2399
O	15.8699	-2.798	29.7615
N	-11.8965	-9.8973	18.8698
O	11.6953	12.6429	27.3072
O	7.3904	4.5308	27.733
O	1.5529	-0.0525	19.1045
O	-0.5342	5.7563	33.9817
O	6.0323	-6.301	18.5833
O	9.0758	12.4223	27.1436
O	1.7424	17.163	21.2073
O	14.4353	3.6801	18.34
O	8.3695	10.7081	22.9691
O	1.0696	5.7533	23.6888
O	5.0253	1.8858	22.5282
O	7.4778	10.5916	28.0772
O	-2.9861	13.3814	29.4063
N	1.5671	-1.3621	28.703
O	-6.4229	3.9407	27.0816
O	-5.5699	-7.9474	24.8423
O	-2.2681	-5.7653	18.3854
O	-6.783	6.3067	18.7475
O	-14.0141	10.3566	17.9846
N	-11.7029	11.9573	24.7544
O	-3.3476	-2.044	21.2304
O	3.7566	-5.1861	29.0139
O	11.4508	12.8289	22.6486
O	12.0496	13.594	31.9793
O	3.0187	4.2999	32.9421
O	-0.16	10.2886	26.6779
O	-3.409	17.873	23.1407
O	3.8246	1.9324	31.8468
O	7.0122	5.5633	25.3435
O	12.7682	0.9802	29.7547
O	2.0729	20.0088	33.7158
O	11.0287	13.7463	29.5609
O	-3.3599	22.0914	25.4594
O	5.0034	5.0393	31.6586
N	6.4723	2.2877	31.668
O	12.7343	11.9434	24.7492
N	12.1132	-2.0911	20.7933
O	-1.747	16.9515	29.4435
O	13.5271	14.1515	28.8001
O	7.7611	2.6475	18.8953
O	-7.0772	12.3881	26.4437
O	-0.5386	-2.8853	28.0449
O	9.1264	5.1333	23.7356
O	8.4861	7.589	34.2359
O	10.1874	4.5448	31.3146
N	-4.4983	2.0832	27.2274
O	-8.476	-2.8365	23.0588
O	18.8622	11.0318	30.6534
O	13.5325	2.0319	34.1023
O	21.2715	6.7177	19.626

Results
free energy: -152234.994 eV
free energy less fixed offsets of N -386.36, O -570.45, Si -639.56 eV per atom: -2.474 eV

Forces (eV/angstrom), in the order of the atoms: element, x, y, z
Si	0.0018	-0.0015	-0.0126
Si	0.0013	-0.0018	-0.0127
Si	-0.0019	0.0007	-0.0085
Si	0.001	-0.0018	-0.0137
Si	-0.0022	0.0033	-0.0147
Si	0.0004	-0.0012	-0.005
Si	-0.0001	-0.0011	-0.0114
Si	0.0003	-0.0006	-0.0133
Si	-0.0006	-0.0019	0.0035
Si	-0.0004	0.0001	0.0006
Si	0.0007	0.0008	0.0015
Si	-0.0013	0.0004	-0.0004
Si	-0.0001	0.0009	-0.0001
Si	-0.0003	0.0005	0.0016
Si	-0.0009	-0.0014	0.001
Si	-0.0005	-0.0002	0.0028
Si	0.0005	-0.0004	-0.0001
Si	0.0012	-0.0001	0.0001
Si	0.0007	0.0002	-0.0011
Si	-0.0004	-0.0008	0.0001
Si	0.0013	0.0004	0.001
Si	-0.0003	-0.0008	-0.001
Si	-0.0004	-0.0004	0.001
Si	-0.0004	-0.0003	0.0001
Si	0.0007	0.0009	-0.0015
Si	-0.0006	0.0006	0.0005
Si	-0.0004	0	0.0013
Si	0.0005	-0.0003	0.0002
Si	0.0007	0.0002	0.0005
Si	0.0002	0.0004	0.0012
Si	0.0009	-0.0003	-0.0006
Si	0	0.0007	-0.0008
Si	0.001	-0.0005	-0.0005
Si	0.0018	-0.0006	-0.0004
Si	-0.0002	0.0001	0.0004
Si	0.0003	0.0001	-0.0008
Si	0.0004	0.0003	0
Si	0.0003	0.0004	0.0009
Si	0	0.0004	-0.0002
Si	0.0009	-0.0002	-0.0004
Si	0.0011	-0.0001	-0.0004
Si	0.0005	0.0004	-0.0005
Si	0.0009	-0.0007	-0.0007
Si	0.0003	-0.0001	0.0003
Si	0.0001	-0.0004	-0.0001
Si	0.0005	-0.0001	-0.0005
Si	-0.0003	0.0006	-0.0005
Si	0.0005	-0.0004	-0.0006
Si	0.0006	0.0003	-0.0002
Si	0.0007	-0.0003	-0.001
Si	0.001	0.0005	-0.0015
Si	0.0005	0.0006	-0.001
Si	0.0017	0	-0.0002
Si	0.0008	0.0003	-0.0008
Si	0.0007	0.0002	0
Si	0.0012	0.0001	0
Si	0.0006	0.0005	0.0001
Si	0.0014	0	-0.0001
Si	0.0009	-0.0005	-0.0018
Si	0.0012	0	0.0003
Si	-0.0007	0.0008	0.0003
Si	0.0006	-0.0002	0.0001
Si	0.0012	-0.0001	-0.0012
Si	0	0.0001	0.0005
Si	-0.0004	-0.0006	-0.0012
Si	0.0002	0.0001	0.0007
Si	0	0.0006	-0.0009
Si	0.0001	0	0.0009
Si	-0.0002	-0.0001	-0.0017
Si	-0.001	0.0005	0.0012
Si	0.0006	0	0.0002
Si	-0.0001	-0.0004	-0.001
Si	0.0002	0.0002	0.0002
Si	0.0012	-0.0009	0.0014
Si	0	-0.0004	-0.0025
Si	0.0001	0.0005	-0.0005
Si	-0.0001	0.001	0.0006
Si	0.0012	0.0013	0.0009
Si	0.002	-0.0007	-0.0016
Si	-0.0001	-0.0003	-0.0023
Si	-0.0001	0.0002	0.0021
Si	0.001	0	0.0019
Si	-0.0009	0.001	0
Si	-0.0003	0.0012	-0.0009
Si	0.0017	-0.0003	0.0015
Si	0.0015	-0.0002	0.0001
Si	0.0013	-0.0001	0.0027
Si	0.0018	-0.0006	-0.0012
Si	0.0008	0.0001	-0.004
Si	0.0016	0.0003	-0.0033
Si	0.002	0.0055	-0.0043
Si	0.0025	-0.0014	-0.0028
Si	-0.0012	-0.0004	-0.0047
Si	0.0013	-0.0005	-0.0021
Si	-0.0003	0.0001	-0.0013
Si	0.0009	0.0001	0.0008
Si	0.0014	-0.0003	0.0073
Si	-0.0003	0.0011	0.0097
Si	-0.0016	-0.0007	0.0093
Si	0.0009	0.0046	0.0053
Si	0.0009	0.0002	-0.0012
Si	0.0015	0.0008	0.0092
Si	0.0003	0.0025	0.0062
Si	-0.0005	-0.001	0.0075
Si	0.001	0.0012	0.0007
Si	-0.0011	-0.0003	-0.0027
Si	-0.0021	-0.0006	0.0038
Si	0.0004	0.0023	0.0055
Si	-0.0015	0.0013	0.0069
Si	0.0005	-0.0005	0.0038
Si	0.0005	0.0016	0.008
Si	0.0016	0.0009	0.0029
Si	-0.0013	0.0026	0.0074
Si	0.0035	-0.0031	0.0143
Si	-0.0004	-0.0018	0.0079
Si	0.0013	0.0004	0.003
Si	-0.0006	0.0005	0.0094
Si	-0.0012	0.0002	-0.0119
Si	0.0017	-0.0002	0.0079
Si	0.0005	0.0017	0.0098
Si	-0.0018	0.003	0.0004
Si	0.0009	0.0006	-0.0013
Si	0	-0.0006	0.0101
Si	-0.0022	0.0017	-0.0018
Si	0.0017	0.0035	0.0073
Si	0.0009	-0.0006	-0.0037
Si	-0.0014	-0.0022	0.0089
Si	-0.0005	-0.0022	0.0012
Si	-0.0027	-0.0008	-0.0066
Si	-0.0002	-0.0025	-0.0044
Si	0.0001	-0.001	0.0049
Si	-0.0001	0.0005	0.0068
Si	0.0007	0.0002	-0.0105
Si	0.0002	-0.0011	-0.0047
Si	-0.0016	0.0002	0.0052
Si	-0.0027	0.0026	-0.0152
Si	-0.0024	-0.0017	-0.0144
Si	-0.0021	-0.0006	0.0014
Si	-0.0019	0.0001	0.0088
Si	-0.0049	0.0007	0.0055
Si	0.0006	-0.0067	-0.0164
Si	0.0014	-0.0021	0.0114
Si	-0.0017	-0.0002	-0.0023
Si	0.0002	-0.0013	0.0038
O	-0.0001	0.0001	0.005
O	0.0003	-0.0009	0.0031
O	0	0.0004	0.0019
O	0.0016	-0.0004	-0.0065
O	-0.0009	0.0002	0.0017
O	0	0.0013	-0.0003
O	-0.0015	-0.0002	0.0025
O	-0.0038	0.0047	0.011
O	0.002	-0.0064	0.015
O	0.0025	0.0018	0.0104
O	-0.0008	-0.0003	-0.0025
O	0.0009	-0.0004	0.0036
O	-0.0036	-0.0027	-0.0042
O	0.0057	-0.0024	0.0094
O	-0.0017	0.0016	0.0108
O	0.001	-0.0025	0.0068
O	0.0007	-0.001	0.003
O	-0.0004	-0.0001	-0.0016
O	0.0029	0.0019	0.0015
O	0.0008	0.0001	0.0018
O	0.0005	-0.0029	0.0019
O	0.0014	-0.0012	0.0042
O	-0.0008	-0.001	0.0027
O	0.0016	0.0031	0.0034
O	-0.0027	0.0002	0.0018
O	0.0015	0.0012	-0.0046
O	-0.0009	-0.0008	0.0021
N	0.0007	0.0005	-0.0017
O	-0.002	0.0025	0.0053
O	0.0003	0.0011	0.0012
O	0.0012	-0.0015	-0.0022
O	0.001	0.0006	-0.0026
O	-0.0003	-0.0014	0.0002
O	0.0005	-0.0002	-0.0019
O	0	0.001	-0.0029
O	-0.0021	-0.0015	0.0103
O	0.0024	-0.001	-0.0013
O	-0.0001	-0.0028	-0.0032
O	0.0021	-0.0005	-0.0041
O	0.0004	0.0014	0.0036
O	0.0009	0.0004	-0.0032
O	-0.0001	-0.0009	-0.0048
O	-0.0001	0.0012	-0.0026
O	0.0023	0.0003	0.0019
O	0.0003	0.0014	0.0008
O	0.0009	-0.0013	-0.0034
O	0.0008	0.0011	-0.0057
O	-0.0008	-0.0003	-0.0012
O	-0.001	-0.0017	-0.0001
O	0.0006	-0.0004	-0.0033
O	0.0005	0.001	-0.003
O	-0.0015	-0.0012	-0.0037
N	0.0001	0.002	-0.0036
O	-0.0008	0.0008	-0.0049
O	0.0007	-0.0029	-0.0035
O	0.0008	0.0004	-0.0016
O	-0.0011	-0.0002	-0.0003
N	0.0013	-0.0001	-0.0001
O	-0.0016	-0.0021	-0.0027
O	-0.0008	0.001	-0.003
O	0.0008	0.0005	-0.0033
O	0.0028	-0.0041	0.0102
O	0.0018	-0.0005	-0.0008
O	0.0012	-0.0002	-0.0052
O	-0.0007	0.0008	-0.0088
O	-0.0012	-0.0007	-0.0021
O	-0.0016	-0.0025	-0.0069
O	-0.0004	0.0015	-0.0023
O	-0.0009	-0.0006	-0.0015
O	-0.0011	0.0013	-0.0036
O	-0.0001	0.0031	0.0005
N	-0.0022	-0.0002	0
O	-0.0006	-0.0016	-0.0037
O	0.0004	0.0014	-0.006
O	0.0011	0.0001	0.0004
O	0.0011	0.0013	-0.0016
O	0.0026	-0.0016	-0.0008
N	-0.0014	-0.0004	-0.0068
O	-0.0002	-0.0005	-0.0029
O	-0.0002	0.0013	-0.0027
O	-0.0029	0.0047	-0.0095
O	0.0033	-0.0012	0.0064
O	-0.0026	-0.0069	0.0038
O	-0.0029	0.0044	-0.0041
O	-0.0001	0.0021	-0.005
O	-0.0038	0.0005	0.0064
O	0.0015	0.0006	-0.0053
O	-0.0015	-0.0005	-0.002
O	0.001	-0.0029	0.0056
O	-0.0016	-0.0022	0.0026
O	-0.0004	-0.0005	-0.0056
O	-0.0054	0.0047	0.0084
N	-0.0006	-0.0008	0.0038
O	-0.0032	-0.0002	-0.0057
N	-0.0001	-0.0005	-0.0035
O	-0.0035	-0.0001	0.0028
O	0	-0.0001	-0.0004
O	0.0016	-0.0005	-0.0026
O	-0.001	-0.0023	-0.0027
O	-0.0008	0.0008	-0.002
O	0.0018	0.0008	-0.003
O	0.0009	0.0042	0.0104
O	-0.0033	0.001	0.0017
N	-0.0009	0.0003	-0.0036
O	-0.0011	-0.0002	-0.0043
O	0	0.0007	-0.0001
O	-0.0018	0.0027	0.0136
O	-0.0008	-0.0002	-0.005

The program warned: the cutoff lies below the one the program advises for these potential files; empty levels may hold ghost states of the PAW files; the exchange-correlation potential is rough where the density is thin.
